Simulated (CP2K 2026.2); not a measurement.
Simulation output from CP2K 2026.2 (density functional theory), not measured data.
Periodic cell of 504 atoms, Si360O144, from a study of silicon, its oxide and their interface. The atomic structure is a simulated model.
Doubt: the forces sum to 0.86 eV/angstrom along one axis rather than to zero, so they err by at least 0.0017 eV/angstrom per atom on average; the grid cutoff is modest.

Settings
functional: PBE
method: Gaussian and plane waves
basis set: DZVP-MOLOPT-SR-GTH
pseudopotentials: GTH-PBE
grid cutoff: 300 Ry, relative cutoff 40 Ry
k points: Gamma only
occupations: fixed
spin: none
net charge: 0

Cell vectors (angstrom)
a 16.32 0 0
b 0 16.32 0
c -5.7003 -0.6372 33.2318

Atoms and the computed forces on them: element, x, y, z (angstrom), force x, y, z (eV/angstrom)
Si 1.427 -1.63 0.074 0.011 0.221 0.75
Si 3.814 1.582 -0.174 0.152 -0.173 0.7
Si 1.588 3.788 0.122 0.026 0.152 0.777
Si 4.271 6.693 0.062 -0.229 0.143 0.786
Si 1.121 -6.493 0 0.069 -0.241 0.806
Si 3.694 -3.793 -0.042 0.199 -0.072 0.733
Si 7.142 -1.655 -0.021 -0.257 0.29 0.757
Si 9.934 1.222 0.067 -0.244 0.065 0.734
Si 6.469 4.427 -0.098 0.276 -0.292 0.711
Si 9.14 6.9 0.436 0.146 0.179 0.58
Si 7.195 9.244 -0.039 -0.16 0.106 0.7
Si -6.915 -3.926 0.004 0.336 -0.298 0.619
Si -4.239 -1.029 0.145 0.086 -0.179 0.72
Si -1.535 1.642 0.098 0.108 -0.189 0.745
Si -3.742 3.855 0.234 -0.088 0.076 0.798
Si -1.69 7.001 0.157 0.243 -0.039 0.75
Si -3.92 -7.144 0.228 -0.024 0.147 0.72
Si -1.076 -4.277 -0.009 -0.3 0.081 0.714
Si 2.698 -0.002 1.217 -0.007 -0.005 -0.039
Si 5.411 2.721 1.168 -0.008 0.021 -0.082
Si 2.725 5.452 1.331 -0.016 0.004 -0.046
Si 5.484 8.237 1.313 0.024 0.01 -0.066
Si 2.668 -5.374 1.363 -0.013 0.016 -0.058
Si 5.434 -2.743 1.219 0.017 0 -0.034
Si 8.204 0.058 1.212 0.015 0.008 -0.071
Si -5.362 2.732 1.506 -0.001 0.009 -0.024
Si 7.886 5.397 1.584 -0.036 -0.06 0.052
Si -5.465 8.053 1.543 -0.02 -0.006 -0.036
Si 8.234 10.839 1.333 0.012 0.029 -0.041
Si -5.376 -2.719 1.318 0.033 -0.035 -0.023
Si -2.69 0.091 1.455 0.018 0.03 -0.042
Si 0.047 2.685 1.471 -0.033 0.028 -0.013
Si -2.692 5.437 1.562 0.032 0.019 -0.028
Si -0.013 8.195 1.302 0.003 0.004 -0.063
Si -2.684 -5.457 1.316 -0.003 0.046 -0.087
Si -0.015 -2.789 1.468 -0.005 -0.015 -0.054
Si 1.385 1.27 2.735 0.02 -0.02 0.026
Si 4.09 4.06 2.665 0.021 0.021 0.036
Si 1.352 6.821 2.665 -0.02 0.001 -0.008
Si 4.084 9.571 2.651 -0.017 -0.035 0.014
Si 1.356 -4.095 2.825 -0.005 -0.001 0.028
Si 4.108 -1.335 2.602 -0.02 -0.022 0.002
Si 6.8 1.389 2.572 -0.013 -0.019 -0.017
Si 9.464 4.075 2.753 0.017 0.028 -0.011
Si 6.647 6.86 2.862 -0.053 0.003 0.073
Si 9.548 9.538 2.794 -0.01 -0.004 0.004
Si 6.77 12.195 2.628 0.017 -0.002 0.018
Si -6.795 -1.348 2.649 0.014 0.032 0.028
Si -4.033 1.388 2.882 -0.009 0.002 0.02
Si -1.269 4.094 2.831 0.007 -0.009 0.024
Si -4.116 6.724 2.894 0.015 -0.01 0.02
Si -1.35 -6.794 2.736 0.006 -0.035 0.014
Si -4.03 -4.075 2.68 -0.015 -0.028 0.008
Si -1.366 -1.361 2.743 -0.014 0.01 0
Si 0.017 -0.043 4.112 0.015 0.02 -0.006
Si 2.739 2.694 4.047 -0.015 0.038 -0.032
Si 0.064 5.485 4.13 -0.015 0.002 -0.009
Si 2.726 8.179 4.021 0.013 0.003 -0.015
Si -0.009 -5.466 4.14 -0.002 0.011 -0.008
Si 2.763 -2.679 4.054 0.001 0.003 -0.026
Si 5.458 0.022 3.98 -0.018 0.008 -0.022
Si 8.126 2.681 4.058 -0.008 0.019 0.007
Si 5.344 5.423 4.141 -0.016 0.023 -0.006
Si 8.138 8.182 4.124 0.025 -0.046 -0.027
Si 5.434 10.888 4.055 0.028 0.017 0.009
Si 8.14 -2.721 3.991 -0.003 -0.016 -0.041
Si -5.458 -0.027 4.103 0.02 0.004 -0.04
Si -2.661 2.751 4.183 -0.031 -0.003 -0.004
Si -5.506 5.387 4.179 0 -0.006 0.023
Si -2.711 8.163 4.118 0.008 0.011 -0.025
Si -5.399 -5.401 4.09 0.01 -0.019 -0.012
Si -2.722 -2.723 4.089 0.006 -0.02 0.004
Si 1.36 -1.353 16.254 0.005 -0.001 -0.001
Si 4.102 1.392 16.315 0.001 -0.002 -0.005
Si 1.379 4.085 16.324 0.017 -0.01 -0.002
Si 4.076 6.785 16.326 -0.009 0.005 0.006
Si 1.364 -6.809 16.287 -0.004 0.013 0
Si 4.099 -4.101 16.272 -0.001 -0.014 -0.004
Si 6.835 -1.348 16.306 0.009 -0.001 0.011
Si -6.785 1.389 16.34 0.004 0.008 0.006
Si 6.821 4.082 16.349 0.006 0.017 -0.001
Si -6.81 6.773 16.368 -0.004 -0.003 0.007
Si 6.797 9.51 16.331 -0.01 0.008 0.009
Si -6.831 -4.075 16.298 -0.003 -0.001 0.007
Si -4.081 -1.32 16.304 0.003 0.008 0.004
Si -1.391 1.368 16.305 0 -0.008 0.01
Si -4.104 4.08 16.333 -0.001 0.008 -0.006
Si -1.381 6.786 16.316 0.004 -0.013 0.008
Si -4.099 9.473 16.302 0.009 -0.003 0
Si -1.366 -4.081 16.264 -0.006 -0.007 -0.005
Si 2.733 -0.008 17.6 -0.01 0.024 0.028
Si 5.442 2.757 17.714 0.013 -0.009 0.007
Si 2.73 5.437 17.722 -0.003 0.006 -0.003
Si 5.434 8.138 17.68 0.003 0 0.026
Si 2.719 -5.435 17.629 0.017 -0.018 0.023
Si 5.504 -2.775 17.61 -0.01 -0.01 0.002
Si 8.164 0.044 17.685 0 -0.04 0.028
Si -5.423 2.722 17.742 -0.014 0.02 0.009
Si 8.191 5.387 17.76 -0.006 -0.007 0.029
Si -5.452 8.14 17.721 0.023 -0.013 0.014
Si 8.165 10.87 17.691 0.01 0.004 0.004
Si -5.503 -2.651 17.607 -0.016 0.012 0.014
Si -2.743 0.034 17.71 -0.015 0.015 0.013
Si 0.003 2.707 17.631 0.017 0.014 0.027
Si -2.79 5.474 17.686 -0.011 -0.013 0.016
Si 0.028 -8.197 17.641 -0.011 0.002 0.012
Si -2.7 -5.49 17.592 0.005 0.01 0.013
Si -0.03 -2.68 17.597 0.008 -0.01 0.014
Si 1.339 1.296 18.974 -0.021 -0.003 -0.014
Si 4.064 4.072 19.114 -0.007 -0.003 0.008
Si 1.376 6.814 19.074 0.015 0.016 0.004
Si 4.073 -6.79 19.008 -0.003 -0.006 -0.035
Si 1.333 -4.033 18.914 0.017 -0.008 -0.029
Si 4.146 -1.385 18.874 0.012 -0.015 -0.027
Si 6.826 1.417 19.062 0.008 0.016 -0.01
Si -6.724 4.061 19.18 -0.003 0.025 -0.008
Si 6.76 6.735 19.051 -0.026 0.018 -0.02
Si -6.834 9.487 19.069 -0.016 0 -0.011
Si 6.846 -4.072 19.064 -0.007 0.016 0.008
Si 9.52 -1.284 19.071 0.033 -0.006 -0.016
Si -4.095 1.365 19.142 -0.002 -0.026 0.013
Si -1.373 4.103 18.931 0.013 -0.013 -0.03
Si -4.125 6.806 19.151 0.011 -0.024 -0.025
Si -1.334 -6.853 18.973 -0.04 0.026 -0.033
Si -4.131 -4.095 18.8 -0.008 -0.011 -0.049
Si -1.355 -1.339 19.013 0.008 0.001 -0.012
Si 0.024 -0.043 20.432 0.029 -0.001 0.038
Si 2.66 2.644 20.364 0.027 -0.025 0.042
Si -0.07 5.458 20.331 -0.017 0.026 0.04
Si 2.725 8.205 20.441 0.011 0.026 0.055
Si 0.006 -5.424 20.253 0.008 -0.004 0.035
Si 2.75 -2.68 20.2 -0.014 0.008 0.024
Si 5.444 -0.038 20.27 0.013 0.003 0.033
Si 8.225 2.681 20.526 0 -0.026 0.019
Si 5.412 5.42 20.517 0.023 -0.016 0.03
Si 8.113 8.089 20.412 0.015 -0.033 0.063
Si 5.463 -5.448 20.372 -0.012 0.008 0.036
Si 8.159 -2.651 20.434 -0.018 0.038 0.023
Si -5.458 0.025 20.569 -0.05 0.003 0.064
Si -2.642 2.757 20.364 0.014 -0.012 0.054
Si -5.421 5.444 20.646 -0.015 0.008 0.05
Si -2.697 -8.124 20.424 0.018 -0.001 0.055
Si -5.438 -5.369 20.253 -0.018 0.024 0.043
Si -2.811 -2.763 20.152 -0.002 -0.001 0.034
Si 1.672 -1.228 21.666 -0.269 -0.062 -0.706
Si 3.83 1 21.573 -0.011 0.184 -0.745
Si 1.02 3.813 21.558 0.121 -0.016 -0.771
Si 4.282 7.068 21.803 -0.143 -0.214 -0.779
Si 1.632 -6.386 21.625 -0.179 -0.294 -0.774
Si 3.891 -4.176 21.542 0.304 0.096 -0.723
Si 6.961 -1.068 21.737 -0.042 -0.253 -0.739
Si -7.061 1.108 22.015 0.295 0.179 -0.688
Si 7.027 4.229 21.793 -0.253 -0.101 -0.735
Si -7.163 6.556 21.879 0.271 0.088 -0.79
Si 6.53 -7.079 21.692 0.061 0.136 -0.82
Si 9.796 -3.816 21.634 -0.154 -0.024 -0.787
Si -4.26 -1.697 21.627 -0.011 0.198 -0.8
Si -1.111 1.577 21.713 -0.088 -0.192 -0.8
Si -3.628 4.337 21.78 -0.299 -0.027 -0.777
Si -1.509 6.673 21.778 0.177 0.14 -0.714
Si -3.845 -6.428 21.566 0.002 -0.18 -0.76
Si -1.633 -4.281 21.428 0.092 0.027 -0.777
Si -4.968 -5.182 -1.826 -0.125 0.018 -0.089
Si 4.718 3.206 -6.991 0.016 -0.115 0.028
Si -0.335 7.26 24.665 -0.078 0.103 -0.14
Si 4.284 -6.457 25.935 -0.075 0.026 0.076
Si -4.951 7.645 -3.353 -0.101 0.087 -0.071
Si 6.582 4.57 -3.14 -0.013 -0.049 0.168
Si -0.437 -5.735 -4.434 0.046 -0.049 0.125
Si -4.289 -0.807 25.903 -0.012 -0.055 0.018
Si -6.21 2.748 -2.651 0.003 0.012 0.076
Si 7.791 6.605 -4.898 0.097 -0.044 0.034
Si 0.703 4.488 -4.497 0.19 -0.108 0.1
Si 1.805 -0.473 -4.19 -0.018 -0.054 -0.003
Si -6.785 7.604 24.869 -0.038 -0.038 -0.08
Si 0.155 -4.789 26.04 -0.093 0.017 -0.118
Si 4.363 -4.219 -3.017 0.011 0.002 0.096
Si -6.193 -2.669 -6.669 -0.024 -0.038 0.04
Si 6.078 0.779 -5.656 -0.136 -0.003 0.002
Si 1.626 -3.596 -4.422 0.014 0.083 -0.011
Si 2.358 7.891 -2.026 -0.026 0.073 0.111
Si -1.186 2.353 -5.418 -0.119 0.077 0.002
Si 1.967 -7.658 -4.943 -0.052 0.003 -0.005
Si 7.199 -2.008 -5.615 0.03 0.01 -0.057
Si -7.459 -7.025 -4.528 0.04 -0.033 0.076
Si -0.135 -2.638 23.705 0.054 0.02 -0.109
Si -5.457 6.334 -5.845 -0.056 0.06 -0.018
Si 4.243 1.008 -3.22 0.084 0.072 0.16
Si -1.773 -4.313 -6.678 0.001 0.239 0.043
Si -3.93 -7.492 -6.941 0.017 -0.166 0.07
Si 3.612 -6.282 -7.04 0.129 0.015 -0.016
Si -2.169 -0.248 -4.422 0.058 0.089 0.065
Si 2.902 5.09 23.67 0.031 0.08 -0.079
Si 0.853 4.856 25.819 0.06 -0.039 -0.116
Si 6.578 -2.445 -2.762 0.024 -0.024 0.053
Si -3.335 -6.472 -3.948 -0.008 0.1 0.035
Si -3.576 3.443 24.745 0.001 0.075 -0.042
Si -2.275 -0.443 23.803 0.022 -0.028 -0.247
Si -0.248 -0.121 -2.166 -0.067 0.03 0.214
Si -5.604 3.403 -6.52 -0.066 0.015 0.114
Si -3.624 -2.683 -4.974 -0.091 0.092 0.057
Si -6.012 1.509 25.037 -0.123 0.024 -0.226
Si -4.682 -6.498 24.474 0.003 0.006 -0.07
Si 1.725 -7.022 24.574 -0.026 0.1 -0.083
Si -8.06 2.627 -4.961 0.065 0.091 0.084
Si -3.025 -2.955 -1.832 0.087 -0.02 0.032
Si 7.842 -5.12 23.716 -0.035 0.133 -0.261
Si 0.115 5.637 -1.862 -0.009 0.023 0.194
Si -4.941 -3.81 25.92 -0.008 -0.012 0.034
Si -5.661 5.347 -1.62 0.09 -0.124 -0.117
Si 0.952 6.385 -6.879 0.074 0.078 -0.045
Si -3.851 2.133 -4.285 -0.002 0.093 0.057
Si 5.13 2.815 23.703 0.064 0.097 -0.076
Si 3.75 3.928 -4.126 0.071 0.029 0.094
Si 6.898 -5.419 -2.746 -0.015 -0.113 0.061
Si 5.566 -2.874 23.806 -0.027 0.003 -0.117
Si 1.391 -1.376 5.456 0 -0.014 0.002
Si 4.108 1.351 5.403 0.007 -0.01 -0.022
Si 1.402 4.07 5.44 0.016 0.009 -0.008
Si 4.017 6.811 5.461 -0.03 -0.038 0.015
Si 1.38 9.504 5.448 -0.005 -0.027 -0.004
Si 4.095 12.261 5.418 -0.005 -0.001 0.005
Si 6.795 -1.355 5.368 0.003 0 -0.005
Si 9.493 1.338 5.439 -0.001 0.012 -0.006
Si 6.782 4.07 5.428 0.029 0.007 -0.012
Si 9.485 6.807 5.484 0.006 0.022 0.011
Si 6.781 9.545 5.454 -0.035 -0.014 -0.01
Si 9.51 12.269 5.403 -0.003 0.001 -0.018
Si -4.089 -1.377 5.454 0.003 -0.003 -0.002
Si -1.32 1.341 5.482 0 0.003 0
Si -4.087 4.067 5.507 0.008 -0.003 0.001
Si -1.342 6.813 5.473 -0.004 -0.005 -0.006
Si -4.07 -6.783 5.46 -0.009 0.01 -0.003
Si -1.363 -4.078 5.461 -0.014 0.008 0.007
Si 2.745 0.007 6.787 -0.011 0.006 0.005
Si 5.441 2.707 6.792 -0.011 0.006 0
Si 2.708 5.435 6.834 -0.017 0.033 0.009
Si 5.421 8.163 6.794 0.015 -0.012 -0.006
Si 2.735 10.891 6.784 -0.001 0.006 -0.001
Si 5.454 -2.703 6.772 -0.007 -0.002 -0.002
Si 8.137 -0.021 6.784 0.01 -0.009 0.008
Si 10.86 2.69 6.817 0.015 0.004 -0.003
Si 8.131 5.427 6.812 0.004 0.001 0.002
Si 10.876 8.172 6.807 0.007 -0.015 -0.004
Si 8.162 10.905 6.786 0 -0.002 -0.005
Si 10.863 -2.724 6.805 -0.001 0.005 0.004
Si -2.717 -0.015 6.807 -0.005 0.005 -0.001
Si 0.031 2.723 6.813 -0.003 -0.004 -0.006
Si -2.716 5.453 6.826 -0.02 0.013 -0.001
Si 0.019 8.162 6.828 0.01 -0.007 0.002
Si -2.719 -5.431 6.826 0.002 0.003 -0.003
Si 0.014 -2.727 6.809 0.017 -0.013 0
Si 1.387 1.36 8.163 0.015 0.016 0.005
Si 4.089 4.071 8.161 0.004 0.019 -0.003
Si 1.353 6.792 8.19 -0.026 -0.034 0.012
Si 4.079 9.528 8.158 -0.01 0 -0.002
Si 1.369 -4.089 8.161 -0.015 0.002 0.003
Si 4.092 -1.358 8.148 0.006 -0.004 0.006
Si 6.795 1.349 8.153 -0.001 0.007 0.002
Si 9.509 4.073 8.162 0.002 0.01 -0.005
Si 6.778 6.799 8.159 -0.003 -0.007 0.004
Si 9.511 9.534 8.154 0.005 0 -0.004
Si 6.804 -4.062 8.146 0.009 0.013 0.004
Si 9.507 -1.36 8.157 0.001 -0.009 0.006
Si -4.082 1.342 8.166 -0.011 -0.012 -0.001
Si -1.351 4.078 8.165 -0.005 -0.004 -0.005
Si -4.084 6.814 8.171 0.012 0.01 0.002
Si -1.353 -6.795 8.173 0.003 0.009 0.002
Si -4.094 -4.078 8.17 0 -0.019 0.003
Si -1.351 -1.366 8.164 0.001 -0.007 -0.003
Si 0.011 0.002 9.514 -0.013 0.001 -0.004
Si 2.732 2.72 9.528 -0.006 0 0.001
Si -0.006 5.434 9.54 -0.001 0.029 0.011
Si 2.725 8.162 9.523 -0.004 -0.001 -0.002
Si 0.007 -5.44 9.528 0.008 0 0.002
Si 2.728 -2.717 9.51 0 -0.011 -0.006
Si 5.441 -0.002 9.521 -0.008 -0.003 0.007
Si 8.152 2.713 9.516 0.006 -0.003 0.005
Si 5.436 5.435 9.524 0.001 -0.014 0.007
Si 8.153 8.161 9.506 0.002 0.001 -0.006
Si 5.448 -5.431 9.507 0.005 -0.002 -0.003
Si 8.157 -2.718 9.522 0 -0.004 0.002
Si -5.449 -0.007 9.52 0.002 -0.004 0.004
Si -2.721 2.715 9.513 -0.007 0.007 -0.006
Si -5.447 5.442 9.514 0.009 -0.004 0
Si -2.72 -8.153 9.53 -0.002 -0.006 0.001
Si -5.448 -5.441 9.527 0.002 0.006 0.007
Si -2.721 -2.72 9.52 0.003 0.009 -0.003
Si 1.368 -1.358 10.875 0 -0.004 -0.004
Si 4.087 1.36 10.887 0.005 0.01 0.004
Si 1.366 4.078 10.886 -0.005 -0.007 0.001
Si 4.08 6.797 10.881 -0.001 0.003 -0.001
Si 1.362 9.514 10.883 -0.007 -0.001 0.001
Si 4.085 -4.078 10.869 -0.009 0.01 -0.002
Si 6.802 -1.357 10.881 0.009 -0.001 0.002
Si 9.516 1.361 10.876 0.012 0.002 0.001
Si 6.8 4.077 10.879 -0.003 0.01 -0.002
Si 9.512 6.802 10.874 -0.004 0.005 -0.002
Si 6.801 9.521 10.87 -0.003 -0.002 0.004
Si 9.514 -4.081 10.883 0.001 0.001 0.004
Si -4.084 -1.361 10.877 0.002 -0.009 -0.002
Si -1.356 1.36 10.872 0.01 -0.006 -0.002
Si -4.083 4.08 10.868 0.006 0.001 0.002
Si -1.369 6.798 10.888 -0.011 -0.011 0.006
Si -4.088 -6.8 10.887 0.003 0.003 0.001
Si -1.362 -4.08 10.879 -0.004 -0.007 -0.003
Si 2.721 0.005 12.242 0 -0.002 0.002
Si 5.449 2.72 12.244 -0.001 0.001 0.002
Si 2.723 5.441 12.246 0 0.006 0.005
Si 5.45 8.152 12.232 -0.001 -0.002 -0.002
Si 2.732 10.873 12.227 -0.005 -0.002 -0.006
Si 5.438 -2.717 12.232 -0.001 -0.011 -0.007
Si 8.163 0.003 12.24 -0.014 0 0.001
Si 10.871 2.73 12.229 0.003 -0.006 -0.004
Si 8.155 5.442 12.238 0.006 -0.012 0
Si 10.872 8.153 12.243 0.013 0.005 0.001
Si 8.159 10.871 12.239 0.005 0.003 -0.003
Si 10.877 -2.719 12.237 0.009 -0.005 0
Si -2.726 0.007 12.229 -0.006 0.003 0
Si 0 2.72 12.237 -0.001 0.013 0.002
Si -2.729 5.432 12.24 -0.004 0.009 -0.003
Si -0.002 8.155 12.24 0.004 -0.007 0.001
Si -2.726 -5.437 12.24 0.004 0.008 0.002
Si 0.002 -2.718 12.23 -0.005 0.001 -0.005
Si 1.361 1.372 13.6 -0.009 0.004 -0.001
Si 4.099 4.089 13.6 -0.003 -0.014 -0.007
Si 1.351 6.791 13.603 -0.005 0.006 0.004
Si 4.084 9.501 13.585 0.01 0.004 -0.004
Si 1.371 -4.085 13.574 0.007 -0.012 -0.002
Si 4.091 -1.35 13.595 -0.007 0.001 0.004
Si 6.811 1.362 13.605 0.016 0 0.001
Si 9.51 4.083 13.599 -0.003 0.022 -0.009
Si 6.806 6.801 13.609 -0.011 0.005 -0.003
Si 9.513 9.509 13.61 -0.004 0.001 0.006
Si 6.794 -4.084 13.583 -0.007 0.009 -0.003
Si 9.53 -1.349 13.596 0.011 -0.013 0.002
Si -4.085 1.378 13.584 -0.001 0.006 -0.007
Si -1.363 4.077 13.597 0.005 -0.008 -0.002
Si -4.096 6.78 13.6 0.011 -0.016 -0.004
Si -1.368 9.516 13.591 -0.011 0.007 -0.003
Si -4.094 -4.083 13.599 0.003 -0.001 0.001
Si -1.368 -1.357 13.581 0.002 -0.003 -0.002
Si -0.021 0.014 14.936 0.004 0 0.007
Si 2.735 2.737 14.952 0.012 0.022 0
Si -0.006 5.428 14.967 -0.016 -0.006 0
Si 2.725 8.143 14.948 0.002 -0.003 -0.002
Si 0.008 -5.443 14.928 0.003 0.007 0.002
Si 2.732 -2.727 14.929 -0.003 -0.007 0.002
Si 5.451 0.008 14.964 -0.004 -0.001 -0.001
Si 8.164 2.725 14.971 -0.006 -0.01 -0.006
Si 5.457 5.439 14.977 0.009 0.008 0.003
Si 8.166 8.145 14.987 0.005 0.001 0.004
Si 5.452 10.852 14.935 -0.018 -0.001 0.003
Si 8.155 -2.716 14.926 -0.003 -0.012 0.001
Si -5.439 0.034 14.953 0.008 0.004 -0.002
Si -2.738 2.735 14.956 -0.001 0.008 -0.007
Si -5.463 5.433 14.974 -0.004 -0.014 -0.003
Si -2.727 8.14 14.939 -0.008 0.005 0.001
Si -5.449 -5.447 14.964 0.016 0.014 0.005
Si -2.739 -2.707 14.941 0.002 -0.003 0.006
O 4.015 3.954 23.556 0.1 0.11 -0.264
O -1.014 -1.374 24.158 0.247 0.199 0.618
O 8.085 5.38 22.275 -0.172 -0.06 0.108
O 1.171 -5.975 25.664 0.195 -0.05 0.338
O 0.692 4.336 -1.112 -0.164 -0.165 -0.281
O 2.765 -5.267 21.954 -0.064 0.09 0.472
O -3.411 -1.547 -1.16 0.152 0.376 -0.48
O -4.637 2.523 -2.939 0.117 -0.207 0.206
O 0.48 -1.152 -1.164 -0.186 -0.249 -0.433
O -6.21 -7.715 -3.741 -0.029 0.076 0.097
O 6.506 3.457 23.144 0.412 -0.127 0.583
O -2.69 -5.367 22.047 -0.028 -0.119 0.575
O 6.634 -1.37 -1.552 -0.339 0.553 -0.354
O 1.628 -3.699 -6.042 0.451 -0.232 -0.093
O -4.79 2.395 -5.57 0.025 -0.395 -0.097
O -7.996 -5.56 25.174 -0.011 -0.487 0.203
O 3.706 7.403 -1.293 0.215 -0.028 -0.358
O -2.643 2.774 -0.324 -0.054 0.053 -0.434
O -6.714 2.125 -1.254 -0.286 0.102 -0.118
O 8.078 0.002 22.277 -0.177 0.155 0.124
O 1.458 -2.046 -4.007 -0.173 -0.002 0.338
O 0.018 -5.391 -0.51 -0.032 -0.031 -0.496
O -6.584 1.62 23.511 0.128 0.429 0.391
O 2.572 -2.669 -0.486 0.047 0.046 -0.27
O 6.958 4.057 -1.631 0.386 -0.39 -0.227
O -5.177 -2.498 -5.399 -0.182 0.037 0.419
O 4.95 4.667 -3.3 -0.306 0.457 -0.017
O 6.718 -3.992 23.861 -0.062 -0.044 0.036
O -1.557 -3.454 -1.357 0.282 0.371 -0.53
O -0.314 5.704 25.082 -0.496 -0.47 0.206
O 2.316 5.108 25.165 0.273 0.249 0.465
O 8.144 -5.858 -3.677 0.328 0.487 -0.195
O 1.219 6.793 -1.773 -0.095 0.087 0.304
O 1.838 -7.048 -1.358 0.362 0.303 -0.552
O -1.173 -8.156 25.701 0.072 -0.165 0.25
O -2.676 -1.438 -5.376 0.024 0.045 -0.334
O -1.821 -5.982 -3.612 -0.065 -0.226 0.58
O -3.521 -6.84 -5.508 0.198 0.007 -0.135
O -6.828 7.288 23.285 0.291 0.086 0.026
O -0.887 -5.434 -5.948 0.124 -0.234 -0.297
O 5.442 -5.354 -3.495 -0.34 -0.541 -0.603
O -1.168 0.741 -5.208 0.3 -0.269 -0.186
O 3.571 2.419 -3.603 -0.281 0.018 0.106
O -6.725 5.612 -0.465 -0.18 -0.109 0.154
O 6.388 -3.397 -5.863 -0.183 -0.303 0.354
O 6.186 -1.575 23.079 -0.003 0.347 0.357
O 6.776 -6.405 -1.464 -0.138 -0.128 -0.433
O -6.44 -4.591 -1.45 -0.469 -0.117 -0.697
O -3.054 -3.961 -5.77 -0.364 -0.398 -0.044
O 0.373 -4.459 -3.847 -0.006 0.184 0.252
O -4.351 4.598 -1.075 0.265 0.026 -0.557
O 2.678 2.729 -0.512 0.023 0.032 -0.388
O -7.157 3.418 -6.048 -0.258 0.264 -0.269
O -0.018 2.709 22.202 0.052 0.07 0.509
O 5.081 1.65 -6.621 -0.337 -0.15 -0.372
O -4.786 -6.569 -1.029 -0.528 -0.434 -0.142
O 1.606 -0.043 -5.731 0.13 -0.057 0.061
O -4.869 -4.909 24.737 -0.236 0.065 -0.287
O 6.68 6.024 -5.901 -0.483 -0.197 0.163
O -7.936 -2.69 -0.246 0.088 -0.053 -0.424
O -5.061 4.922 -6.491 0.48 0.138 0.075
O 4.415 -4.868 -6.991 -0.392 0.321 -0.02
O -7.096 2.064 -3.8 0.138 -0.513 0.099
O -1.412 -0.803 -3.086 -0.163 -0.491 0.121
O 7.691 -8.112 -4.771 -0.487 0.204 -0.179
O -5.386 -2.761 22.183 -0.005 -0.116 0.303
O 7.183 -3.884 -2.291 0.517 0.18 0.077
O 3.33 -6.914 24.698 0.32 -0.149 -0.363
O -3.865 3.51 23.156 -0.342 -0.174 0.156
O 1.757 7.529 -6.073 0.436 0.236 -0.348
O 0.4 5.308 -5.836 -0.547 -0.26 -0.105
O -1.771 0.891 23.039 -0.187 0.329 0.506
O -3.978 -4.09 -1.186 0.143 0.171 0.437
O 4.422 1.009 -1.596 0.524 -0.083 0.06
O -4.638 -6.873 22.908 -0.62 -0.396 -0.118
O -2.126 2.812 25.113 0.064 -0.506 -0.307
O 4.691 1.549 22.828 0.368 -0.147 0.021
O -0.99 -3.499 22.671 -0.047 -0.157 0.351
O -4.913 7.529 -6.797 -0.107 0.056 -0.5
O 7.558 1.415 -5.733 0.39 -0.302 -0.345
O 7.264 -6.427 22.984 0.37 -0.171 0.364
O -4.392 -2.367 25.476 0.402 -0.214 -0.336
O -7.652 -2.07 -6.302 0.17 0.399 0.086
O 3.311 -0.215 -3.696 0.278 -0.333 -0.026
O 2.983 -6.573 -5.578 0.121 0.198 0.406
O -0.891 7.344 23.138 0.084 0.444 0.303
O 4.162 3.946 -5.676 -0.166 0.226 -0.183
O -6.885 -6.457 -5.916 0.117 0.018 0.067
O 5.357 5.58 -0.413 -0.055 0.002 -0.374
O -3.356 -1.197 22.874 -0.122 0.153 0.33
O -7.202 -4.545 22.918 0.237 0.078 0.162
O -5.873 -7.4 25.073 -0.056 0.257 0.525
O 3.564 6.479 23.159 -0.211 0.026 0.552
O 7.108 3.52 -4.263 -0.481 -0.023 -0.038
O -6.024 6.373 25.592 -0.134 -0.08 -0.198
O -8.062 8.026 -0.385 -0.019 -0.034 -0.317
O 5.418 -8.155 22.25 0.208 0.309 0.393
O -7.036 6.332 -5.479 -0.077 0.044 0.145
O -6.38 4.373 -2.699 -0.258 0.317 -0.312
O 4.137 -4.515 -1.432 0.133 -0.363 -0.01
O -0.893 1.078 -1.295 0.26 0.338 -0.335
O 8.036 7.797 25.477 0.035 -0.25 -0.039
O 4.299 -4.856 26.122 0.274 -0.024 -0.107
O 2.755 -0.097 22.155 -0.175 0.173 0.432
O 0.397 3.302 25.781 0.243 -0.149 -0.546
O -2.607 5.543 22.221 -0.234 0.13 0.551
O -3.271 -6.88 25.117 0.024 -0.271 -0.206
O 7.391 5.951 -3.457 0.161 0.401 0.499
O 1.198 7.79 24.823 0.159 -0.572 0.332
O 1.089 -6.687 23.125 -0.341 -0.143 0.255
O 1.202 -2.065 22.992 0.581 -0.288 0.258
O -0.201 5.193 -3.364 -0.551 0.152 -0.272
O 0.196 -3.625 24.922 -0.027 -0.141 0.082
O -5.291 6.851 -2.018 0.361 0.094 0.139
O 5.232 2.267 25.203 0.046 -0.681 0.047
O -3.387 -2.887 -3.393 -0.116 -0.128 -0.13
O 5.044 -2.508 25.288 -0.002 0.622 0.126
O 5.765 -7.003 25.578 0.253 -0.068 -0.634
O -2.46 2.924 -4.578 0.056 0.455 0.033
O -1.229 6.196 -1.182 -0.502 -0.282 -0.641
O 5.6 0.836 -4.093 0.325 -0.283 0.356
O 1.638 4.707 22.758 -0.252 0.445 0.195
O -3.006 -0.12 25.198 0.297 0.391 0.37
O -3.508 0.575 -4.059 -0.299 -0.365 0.232
O 2.264 4.584 -4.027 -0.001 0.406 0.058
O -1.351 2.604 -7.023 -0.227 -0.041 -0.068
O -5.34 0.053 -0.407 -0.085 -0.062 -0.383
O 5.033 -2.742 -3.169 -0.324 0.453 -0.082
O 0.87 0.41 -3.203 0.1 0.615 -0.254
O -3.752 4.945 25.351 0.445 0.292 0.04
O -4.664 6.508 -4.456 0.293 -0.222 0.312
O 4.347 -3.458 22.928 -0.357 0.246 0.174
O 7.398 -1.856 -4.016 0.423 0.503 0.115
O -4.486 -5.435 -3.372 -0.265 0.127 -0.509
O 0.173 2.986 -4.802 0.572 -0.208 0.117
O 0.539 -7.023 -4.489 -0.267 -0.221 0.056
O -2.809 8.099 -0.309 -0.015 -0.066 -0.298
O 2.988 -4.228 -3.835 -0.048 -0.265 -0.183
O -0.81 -3.028 -6.906 -0.209 0.354 -0.246
O 2.64 8.066 -3.6 0.186 -0.354 -0.169
O -4.723 2.447 25.277 0.209 -0.163 0.506
O 6.285 -0.76 -6.141 -0.232 -0.098 -0.378
O -5.593 -0.03 25.343 -0.406 -0.395 -0.09
O -3.59 -7.848 -3.151 0.427 -0.125 0.473

Results
total energy: -101656.064 eV
total energy less fixed offsets of O -438.25, Si -107.07 eV per atom: -2.864 eV
